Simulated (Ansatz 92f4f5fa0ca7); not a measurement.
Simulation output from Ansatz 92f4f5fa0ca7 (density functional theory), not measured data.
Periodic cell of 254 atoms, Si144O106N4, from a study of silicon, its oxide and their interface. The atomic structure is a simulated model.
Doubt: the cutoff is far below the 930 eV that the study's wrapper takes by default for these files, so forces and energies are approximate.

Settings: functional PBE; potential files Ansatz PAW; basis plane waves; wave-function cutoff 580 eV; density cutoff ratio 5; exchange-correlation grid ratio 1; k mesh 1 x 1 x 1, Gamma-centred; self-consistency stop 5e-08 eV per atom in the density residual; occupations fixed; spin none; net charge 0.

Cell vectors (angstrom)
a 10.938 0 0
b 0 10.938 0
c -0.5492 4.6506 35.5257

Atoms and the computed forces on them: element, x, y, z (angstrom), force x, y, z (eV/angstrom)
Si 0.5729 3.6675 27.9992 -0.1446 0.1087 -0.0449
Si 3.7493 5.9987 28.0994 0.2081 -0.1048 -0.1884
Si 0.6522 9.02 28.1714 -0.2745 0.1478 -0.0581
Si 4.0399 0.4008 28.024 0.1396 -0.0242 -0.0155
Si -4.988 3.6202 28.0437 -0.1863 0.2267 -0.0519
Si -1.5668 6.0445 27.9335 0.0481 -0.0378 -0.0845
Si 6.2114 8.9937 28.0335 0.0438 -0.0612 -0.0066
Si -1.6216 0.3527 28.1809 0.1064 -0.1691 -0.0884
Si 2.1856 4.7404 29.342 -0.0446 -0.0087 0.131
Si 4.9907 7.479 29.4008 0.0284 -0.0118 -0.0391
Si 2.3066 -0.7006 29.2859 -0.0581 0.0458 -0.0015
Si 4.9903 1.992 29.4743 -0.0579 0.0353 0.0123
Si -3.2284 4.7648 29.1762 -0.0024 0.0029 -0.0232
Si -0.4963 7.4511 29.4828 0.0128 -0.0183 0.0701
Si 7.706 10.1483 29.4388 0.0394 -0.0288 0.0509
Si -0.517 2.0391 29.3606 0.0278 0.0481 -0.02
Si 0.8379 6.0269 30.7863 -0.0594 0.0108 -0.1082
Si 3.5466 8.7944 30.7263 0.008 -0.0248 0.0027
Si 0.8492 0.5967 30.6983 0.0184 -0.0234 -0.0025
Si 3.5007 3.307 30.7455 0.0528 -0.0121 -0.0336
Si 6.3218 6.022 30.7023 0.0026 0.0135 -0.0298
Si 9.0014 8.7446 30.8045 0.0419 0.0403 -0.1161
Si 6.3151 11.5018 30.7875 0.0123 -0.0069 -0.0463
Si -1.9684 3.3418 30.6876 0.0079 -0.0226 -0.0014
Si -0.5492 4.6506 32.1074 -0.206 -0.0321 -0.0686
Si 2.1853 7.3851 32.1074 0.1937 0.2572 0.1305
Si -0.5492 10.1196 32.1074 0.2375 0.226 -0.1545
Si 2.1853 1.9161 32.1074 -0.1144 0.0753 0.1836
Si 4.9198 4.6506 32.1074 0.0449 0.0565 -0.2808
Si 7.6543 7.3851 32.1074 -0.1566 -0.2932 0.3125
Si 4.9198 10.1196 32.1074 -0.0466 0.075 0.1147
Si 7.6543 1.9161 32.1074 0.2142 0.3366 0.1326
Si 1.3673 -1.3673 3.418 -0.0747 -0.1371 0.2077
Si 4.1018 1.3673 3.418 -0.0127 -0.618 -0.1894
Si 1.3673 4.1018 3.418 -0.4112 0.0001 -0.3585
Si 4.1018 -4.1018 3.418 0.3883 -0.136 -0.2871
Si 6.8362 -1.3673 3.418 0.2325 0.1788 -0.1921
Si -1.3673 1.3673 3.418 -0.3673 -0.2547 -0.0673
Si 6.8362 4.1018 3.418 -0.1927 -0.0135 0.1932
Si -1.3673 6.8362 3.418 0.2058 0.1723 0.3513
Si 2.821 -0.1263 4.8013 0.0489 0.0576 -0.0081
Si 5.4417 2.6677 4.7717 -0.0915 0.1257 0.1051
Si 2.751 5.4343 4.71 0.0095 -0.0483 0.0712
Si 5.5503 -2.7828 4.7435 0.0686 -0.0353 -0.0022
Si -2.7603 -0.0139 4.8403 0.0107 -0.0274 0.0199
Si -0.0825 2.7576 4.7465 0.0369 -0.0182 0.0282
Si 8.1665 5.507 4.7907 -0.0414 0.0128 0.0324
Si 0.009 -2.7201 4.8678 0.0064 -0.0226 0.045
Si 1.3059 1.2739 5.9307 -0.0184 -0.0241 -0.0062
Si 3.9475 3.9454 6.0891 0.0718 -0.0342 -0.0763
Si 1.5026 -4.1513 6.1336 0.0195 0.1686 -0.1483
Si 4.2021 -1.6317 6.2109 -0.2376 0.0003 -0.1148
Si -4.2541 1.2539 6.2131 0.0965 0.0109 -0.046
Si -1.5396 4.064 6.1574 0.0684 -0.0115 -0.102
Si 6.7848 -4.1226 6.2456 0.0046 0.0729 -0.1187
Si -1.515 -1.4473 6.3074 -0.079 -0.001 -0.0003
Si 0.1095 -0.1255 7.3521 0.0113 -0.0802 -0.0262
Si 2.2471 2.831 7.377 0.0047 0.055 -0.0025
Si 0.1756 -5.6912 7.211 0.0682 -0.076 0.1119
Si 3.3659 -3.4817 7.6037 0.1207 -0.1719 0.1538
Si 5.61 -0.3921 7.6139 0.2043 -0.1264 0.2673
Si -3.313 3.0341 7.4163 -0.3006 0.1015 0.2305
Si 5.3274 5.3044 7.3386 -0.0269 -0.1251 0.1597
Si -3.0424 -2.6389 7.813 -0.0195 0.1348 0.0682
Si 0.8181 3.2834 33.4747 -0.0513 -0.1039 -0.0213
Si 3.5526 6.0179 33.4747 0.1212 0.1314 -0.0159
Si 0.8181 8.7524 33.4747 0.0756 0.0513 -0.0176
Si 3.5526 11.4869 33.4747 0.0923 0.0199 -0.0061
Si 6.2871 3.2834 33.4747 0.0082 -0.029 -0.0073
Si -1.9164 6.0179 33.4747 0.0138 0.0167 0.0119
Si 6.2871 8.7524 33.4747 -0.0492 -0.0364 -0.0129
Si -1.9164 0.5489 33.4747 0.161 0.1333 -0.013
Si 2.1853 4.6506 34.8419 -0.046 -0.011 -0.0449
Si 4.9198 7.3851 34.8419 -0.017 -0.0225 -0.0005
Si 2.1853 10.1196 34.8419 -0.0608 -0.0237 -0.0156
Si 4.9198 1.9161 34.8419 -0.0455 0.0025 -0.0012
Si -3.2837 4.6506 34.8419 0.0264 0.0527 -0.0127
Si -0.5492 7.3851 34.8419 -0.0273 -0.0089 -0.0211
Si -3.2837 -0.8184 34.8419 -0.0198 -0.0183 -0.0496
Si -0.5492 1.9161 34.8419 0.0296 0.0348 0.0078
Si 1.3673 1.3673 0.6835 0.0166 0.0461 0.0024
Si 4.1018 4.1018 0.6835 0.0718 0.021 0.0231
Si 1.3673 6.8362 0.6835 0.0061 -0.0019 0.0098
Si 4.1018 -1.3673 0.6835 0.0505 0.0125 0.0336
Si 6.8362 1.3673 0.6835 -0.0376 0.0089 -0.0014
Si -1.3673 4.1018 0.6835 0.0216 0.0357 0.0224
Si 6.8362 -4.1018 0.6835 0.0356 -0.0516 0.0238
Si -1.3673 -1.3673 0.6835 0.0004 -0.0925 0.012
Si 0 0 2.0507 -0.002 0.0314 0.046
Si 2.7345 2.7345 2.0507 -0.1943 -0.1448 0.053
Si 0 5.469 2.0507 0.0081 -0.0553 0.0032
Si 2.7345 -2.7345 2.0507 -0.1062 -0.0855 0.0115
Si 5.469 0 2.0507 -0.0395 0.0271 -0.0406
Si 8.2035 2.7345 2.0507 -0.076 -0.0978 0.0077
Si 5.469 5.469 2.0507 -0.1017 -0.0184 -0.0383
Si 8.2035 -2.7345 2.0507 0.0757 0.1428 0.0085
Si 6.6571 -4.095 12.9787 -0.0198 -0.0075 -0.0143
Si 0.6211 -6.2419 19.2836 -0.0023 -0.0131 0.0555
Si 1.7298 -1.7468 9.2209 -0.0263 -0.0955 -0.0032
Si -3.5001 1.0335 21.1643 -0.0123 -0.0035 0.0814
Si 1.6379 5.6536 23.5028 0.0157 0.0089 -0.0533
Si 4.0689 1.3661 12.8671 0.0147 -0.0054 0.0042
Si 6.9767 -9.5047 15.4162 0.0066 0.0076 -0.0352
Si 2.0091 3.104 25.242 0.0148 0.033 -0.0882
Si 0.0334 -5.2526 12.5523 -0.0145 0.0359 0.0156
Si 3.4674 -1.5145 23.6922 0.009 -0.028 -0.0394
Si 1.3366 1.1537 9.6812 -0.0104 0.0159 0.0396
Si 13.8724 -3.9851 12.9318 0.002 0.0029 -0.0546
Si 4.3885 6.5937 22.4415 -0.0313 -0.007 0.0354
Si 5.9567 7.799 20.4681 -0.0097 -0.0199 0.0612
Si 2.2678 0.9423 15.3216 0.012 0.0022 -0.0141
Si -2.0706 -0.1343 17.0676 0.0043 0.0017 0.0088
Si 14.8551 -11.0157 10.2676 0.025 -0.0212 0.0444
Si 1.9761 -3.7469 17.8354 0.0175 -0.0028 0.0034
Si -1.0937 12.8944 22.948 0.0025 0.0017 -0.0049
Si 4.5962 -1.633 12.6689 -0.0137 -0.0174 0.0016
Si -0.3035 2.8306 11.6355 0.0082 0.0068 0.0543
Si 7.9121 -2.5477 18.2082 -0.0109 -0.0013 0.0186
Si 1.3757 10.9491 19.409 0.0055 -0.0055 0.0235
Si 8.0249 -8.3608 12.9141 -0.0163 0.0061 -0.0056
Si 2.5307 2.5939 20.442 -0.0098 -0.0105 0.0613
Si -2.7404 8.0867 25.7102 -0.0006 0.0009 -0.02
Si 4.8403 0.1652 16.9768 -0.0093 0.0223 0.0067
Si 8.6103 -4.3615 10.4975 -0.0405 -0.0019 0.0117
Si 0.5449 -4.3955 9.9209 0.0562 -0.007 0.0571
Si -1.5288 4.5556 14.7759 0.0165 0.0208 -0.0499
Si 8.1304 3.6155 10.2073 -0.0062 0.0199 0.0223
Si -1.4247 -0.6877 19.6934 -0.0122 0.0147 0.0425
Si 3.642 -5.2267 10.166 0.0705 0.0891 -0.1165
Si 5.5564 -6.9678 11.9458 -0.0114 0.0493 -0.0305
Si 3.8137 -1.6434 19.1402 0.0065 0.0015 0.0475
Si -6.2307 13.2672 25.7399 -0.0358 0.0133 -0.1023
Si 3.0741 5.3533 15.6658 -0.0072 0.003 -0.0373
Si 0.7052 3.4787 16.3448 -0.0162 0.0159 -0.0231
Si 8.6313 0.1638 25.2695 -0.0086 -0.0058 -0.0707
Si 5.8703 -10.476 23.7251 -0.0035 -0.026 -0.0232
Si -3.3733 -4.631 15.9803 0.0019 -0.0193 -0.0423
Si -0.9353 4.977 21.9923 0.003 0.0332 0.0662
Si 5.6332 4.0773 16.681 0.0004 0.0078 -0.0243
Si 7.3402 6.7389 22.877 -0.0154 -0.0253 -0.0166
Si 1.7886 12.0068 22.9899 0.0061 -0.0143 -0.017
Si 5.4593 2.375 19.1666 -0.0103 -0.0184 0.0362
Si 0.7012 -1.1936 16.5537 0.0085 0.0229 0.0012
Si 2.2226 7.668 25.8247 -0.0026 -0.0026 -0.0243
O 0.8366 -9.1073 11.0719 -0.008 -0.0003 -0.0355
O -0.8339 -5.1672 13.9215 -0.0112 -0.0189 0.0153
O 1.172 4.0313 7.6886 -0.0113 -0.0788 -0.046
O 3.089 -2.6002 8.9759 0.0057 -0.0235 -0.0588
O 6.7909 -1.4374 8.174 -0.0112 0.0183 -0.1075
O -0.4987 4.8429 27.4883 -0.0693 0.0333 0.0815
O 6.2385 -10.3609 22.1545 0.0132 0.0061 -0.0324
O 7.9322 2.5709 8.9658 0.0037 0.012 -0.1498
O 2.9847 8.953 25.1801 0.0085 0.007 0.0465
O 0.358 5.865 22.5036 -0.0102 -0.0146 0.0037
O 5.0445 9.1309 20.2056 -0.0076 0.0022 -0.0301
O 2.8794 -2.9575 18.9362 -0.0066 -0.004 -0.0133
O 4.7355 -0.1094 13.3123 -0.0004 0.0143 0.0123
O 6.8624 8.4272 26.6176 0.0126 -0.0042 -0.0266
O 4.5477 -6.5568 10.6632 0.0044 -0.0163 -0.0011
N -0.7016 -4.6688 11.0966 0.0217 0.0067 0.0171
O -2.4877 -3.2401 9.2719 0.0065 -0.0258 -0.0239
O 4.8248 0.2248 8.9362 0.0204 -0.0253 -0.121
O 8.2668 -7.0349 13.8308 0.0093 -0.0057 0.0033
O -0.4733 -0.7708 27.7653 0.1096 -0.0078 0.1101
O 4.8507 4.8255 27.7192 0.1431 -0.0169 0.1315
O 5.068 10.1062 27.6327 -0.0005 0.0026 0.0682
O 7.7622 -3.8754 11.8016 -0.0107 -0.0022 -0.0058
O -1.4496 0.4244 18.4747 0.0038 0.0021 -0.0184
O -1.927 6.9384 26.5745 -0.0097 0.0256 0.0261
O 3.2161 -2.3844 13.1968 0.0193 0.0046 -0.0069
O 2.6025 2.089 22.0002 -0.0025 0.0115 -0.0205
O 0.111 10.3123 20.2663 -0.0075 -0.0046 -0.0198
O 0.3471 3.7853 17.9248 -0.0045 0.0049 0.0013
O 3.5617 0.8195 16.2682 0.0184 -0.0045 0.0255
O 3.2147 6.6901 26.6888 -0.0416 0.0259 0.0406
O 6.4236 2.8941 15.8804 0.0009 -0.0052 0.0116
O 1.0988 -1.4185 7.7442 0.007 0.0268 0.0739
O -0.8722 3.5832 22.8782 -0.0013 -0.0195 -0.0065
O -2.3654 1.8462 21.9632 0.0063 -0.0012 -0.0093
O 7.9082 5.2111 9.8943 -0.0077 -0.0125 -0.039
O 0.2382 12.0796 22.4603 -0.0049 0.0002 -0.0048
O 0.4305 -6.8602 12.406 -0.0131 -0.0166 -0.0179
O 3.8039 8.0945 22.7977 0.0173 0.0021 -0.0026
O 2.3818 -0.4705 23.0086 -0.0101 0.0286 0.0084
O 13.9949 -4.481 16.8602 -0.0053 0.0047 0.0128
O -0.5885 3.3904 15.3661 0.0217 -0.01 0.0229
N 2.2204 -0.303 9.9689 0.0109 0.0271 0.0031
O 5.9754 0.2055 15.8022 -0.0169 -0.0102 0.0075
O 2.3931 2.147 8.884 -0.0663 -0.0376 0.0026
O 7.585 -1.074 17.542 0.0054 -0.0095 -0.0137
O 1.8781 -6.8654 20.1599 -0.0038 0.0041 -0.0278
O 5.8991 -5.5469 12.7316 -0.0002 0.0077 -0.0003
O 1.969 -5.2608 9.9933 -0.1105 0.0021 -0.02
O -6.5168 -1.2649 17.6502 0.0037 0.0145 -0.0217
N 4.2718 -4.8119 8.5223 -0.0916 0.0969 0.0923
O -5.1303 6.1376 23.2045 0.0097 0.0119 -0.0007
O -7.8245 5.6116 22.7475 0.0049 -0.0039 0.006
O -0.913 -1.026 16.3185 0.0071 0.0032 -0.0111
O 6.7784 -3.3311 19.0761 0.0088 0.0122 -0.0328
O -1.414 1.215 24.3807 0.0187 -0.0027 0.0198
O 6.4701 4.1869 7.7706 -0.0152 -0.0645 -0.0862
O 1.1819 2.9845 26.6389 0.0277 -0.0205 0
O 1.0767 -2.7561 16.8666 -0.0054 0.0011 -0.0046
O 2.7231 1.4511 13.8192 0.0053 -0.0011 0.012
O 3.5788 3.4865 25.5022 0.0033 -0.0356 0.0449
O 8.7376 -5.7402 16.0842 -0.008 0.0083 0.0255
O -1.9102 9.489 25.384 0.0051 -0.0114 0.0301
O 7.2402 -9.4833 13.7991 -0.0172 -0.0082 0.0329
O 9.2324 -2.228 19.1532 0.0039 -0.0008 -0.0089
O 8.3949 1.1103 16.1561 0.0047 -0.009 0.0096
O 3.8823 1.2371 11.2473 -0.0002 0.0036 -0.0155
O 4.8781 10.1568 23.9127 0.02 0.0245 0.0309
O 1.1886 10.5989 17.8463 -0.0079 0.0011 -0.0078
O -0.0028 0.7465 8.7848 0.0376 0.0177 -0.0028
O 3.8854 1.156 26.5625 -0.0178 0.0257 0.0223
O 2.8446 -0.5445 19.8593 -0.004 -0.0031 -0.0207
O 6.0307 2.8658 26.5541 -0.0026 0.006 0.0547
O 8.1518 -3.4654 16.9165 0.0119 0.0087 0.0151
O 4.5589 -1.3592 11.0516 -0.0022 0.0109 -0.0128
O 5.3232 1.0805 18.2146 0 -0.0071 -0.0122
O 5.6823 3.7181 18.2712 0.0032 0.0103 -0.0042
O 1.0449 8.2307 26.7866 0.0564 -0.0258 0.0143
O 1.5126 12.5507 19.6179 -0.0091 -0.0102 -0.033
O 1.4092 4.2577 24.2872 0.014 -0.0325 0.0762
O 1.3746 2.0292 16.1268 -0.0025 -0.0037 0.0017
O 4.0891 2.5947 19.9974 0.0225 0.0056 -0.0268
O -0.6637 4.772 20.3534 0.0181 -0.0082 -0.0601
O -1.199 3.4743 10.4514 0.0256 0.0095 -0.0449
O 3.4202 -4.8864 14.2212 -0.0005 -0.0196 0.0425
O -6.0626 -4.3276 20.8582 0.0212 0.0183 -0.0366
O 3.7428 -4.2779 11.52 -0.0156 -0.0116 0.0232
O 6.7744 2.0565 20.0837 -0.0142 0.0195 -0.0426
O 4.1322 4.1673 16.0427 0.0129 -0.0041 0.01
O -3.0934 7.4271 24.2608 0.0096 0.0235 0.0659
O 1.5628 6.8607 24.5852 -0.0057 0.0004 0.049
O 11.6914 -2.7657 10.0287 0.063 0.0356 -0.1113
O 8.233 -0.3055 20.6377 0.0155 -0.0028 -0.0216
O 1.8648 1.6545 24.5068 0.0079 -0.001 0.067
O 1.6031 -6.274 15.6666 0.012 -0.0035 0.0096
O -0.2383 -4.8207 8.5481 -0.0149 0.0216 -0.019
O 9.5196 1.9997 12.5235 0.002 0.0025 -0.0115
O 5.1782 1.8342 24.2617 -0.0165 0.0095 0.0702
O 7.1512 0.1505 24.6427 -0.015 0.0047 0.0332
N 7.1048 -7.7637 11.5444 0.0027 -0.0081 0.0297
O 1.4731 -0.5034 15.2728 -0.0116 -0.0099 0.0237
O 4.8234 2.8534 12.9522 -0.0155 -0.0316 0.0034
O 5.7748 -2.7095 13.0031 -0.0062 0.02 -0.0023
O 1.3561 -4.3136 12.7271 0.0053 -0.0081 -0.0095
O -2.312 0.8248 26.7606 0.0001 0.0069 0.0718
O 7.3433 -4.1142 14.4567 -0.0045 0.0061 0.0125
O -2.3981 5.72 22.3193 0.0093 -0.008 -0.0196
O 6.2162 -5.3482 16.5252 -0.0146 -0.0091 0.0157
O 7.0441 7.8736 21.7043 -0.0031 0.0122 -0.0143
O 1.0183 6.179 18.6975 -0.0065 0.0029 -0.0058

Results
free energy: -153369.067 eV
free energy less fixed offsets of N -385.13, O -568.88, Si -635.61 eV per atom: 0.573 eV

The program warned: the cutoff lies below the one the program advises for these potential files; the exchange-correlation potential is rough where the density is thin.
